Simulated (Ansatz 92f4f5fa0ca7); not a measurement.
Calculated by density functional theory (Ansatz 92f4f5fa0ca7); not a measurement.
Periodic cell of 189 atoms, Si117O72, from a study of silicon, its oxide and their interface. The atomic structure is a simulated model.

Settings: functional PBE; potential files Ansatz PAW; basis plane waves; wave-function cutoff 700 eV; density cutoff ratio 5; exchange-correlation grid ratio 2; k mesh 2 x 2 x 1, shifted by 0.5 0.5 0.5 of a step; self-consistency stop 5e-08 eV per atom in the density residual; occupations Fermi-Dirac, 0.05 eV; spin none; net charge 0.

Cell vectors (angstrom)
a	11.5983	0	0
b	0	11.5983	0
c	-0.1669	-1.6827	25.0622

Atoms and the computed forces on them: element, x, y, z (angstrom), force x, y, z (eV/angstrom)
Si	12.3304	6.507	-0.2309	0.3035	0.0874	-0.2375
Si	12.31	-0.9233	-0.1357	-0.0369	-0.1047	0.2995
Si	12.1509	2.3198	0.0329	-0.0843	-0.1603	-0.0889
Si	4.4946	6.5522	0.4014	-0.0916	-0.0082	-0.7742
Si	4.5506	-2.0301	-0.1481	-0.1142	0.2234	-0.1978
Si	4.668	3.4489	-0.3935	0.0288	0.0797	0.0518
Si	8.4133	6.6477	-0.0654	-0.0354	-0.0866	-0.364
Si	8.1892	-1.0184	-0.2228	-0.155	-0.0236	0.4052
Si	8.5058	2.2224	-0.0889	0.0375	0.0613	-0.0205
Si	2.4607	6.5206	1.4239	-0.2758	-0.2595	-0.1173
Si	2.6632	-1.3204	1.1322	-0.0487	-0.0652	-0.4326
Si	2.6964	2.7487	1.0047	-0.0161	0.035	-0.3186
Si	6.5603	6.637	1.4287	0.1902	-0.1503	-0.0337
Si	6.3743	-1.3745	1.2755	0.0736	-0.0924	-0.3175
Si	6.4629	2.7638	1.0743	0.1336	-0.0724	-0.1822
Si	10.3688	6.1021	1.1356	-0.0144	0.2483	0.091
Si	10.256	-1.4184	1.1003	-0.0403	0.1653	-0.4668
Si	10.2881	2.5491	1.4352	-0.0706	-0.0484	-0.0708
Si	2.5322	8.4643	2.6499	0.0336	0.2484	0.142
Si	2.6825	0.701	2.4133	-0.0766	0.0011	0.1832
Si	2.5356	4.5162	2.6061	-0.0183	-0.055	0.12
Si	6.4874	8.467	2.7861	0.0566	0.1803	0.2536
Si	6.3537	0.7004	2.4836	0.0996	0.0499	0.0771
Si	6.5162	4.59	2.6156	-0.0031	-0.0542	0.0505
Si	10.3161	8.1943	2.4762	-0.0113	0.241	-0.3658
Si	10.2899	0.5098	2.6015	0.0141	-0.2807	0.1945
Si	10.296	4.4491	2.7591	-0.0165	-0.0733	-0.0941
Si	12.1841	8.3773	3.9411	0.0273	-0.0259	-0.0008
Si	12.3113	0.5784	3.8979	-0.0522	0.0746	-0.3304
Si	12.2578	4.492	4.0402	0.0519	-0.0567	0.0437
Si	4.4778	8.4104	3.9952	-0.0305	-0.0691	0.0401
Si	4.4916	0.6536	3.9603	-0.0337	0.1134	-0.2498
Si	4.5133	4.5597	3.944	-0.0083	0.0713	-0.0305
Si	8.4751	8.3622	3.9915	-0.0557	-0.1158	0.0237
Si	8.3159	0.5869	3.9597	0.1231	0.0323	-0.3906
Si	8.367	4.5212	4.0807	-0.0905	0.0642	0.0007
Si	12.2549	6.4843	5.3581	0.0278	0.0534	-0.0514
Si	12.2419	-1.3346	5.3369	-0.0341	0.0121	0.0036
Si	12.2602	2.5086	5.2901	-0.0454	-0.0596	-0.0239
Si	4.4936	6.496	5.3595	0.0218	0.0136	-0.0098
Si	4.4793	-1.301	5.3643	0.0084	0.0214	0.0045
Si	4.4886	2.6057	5.2871	0.0431	-0.1115	-0.0953
Si	8.3955	6.4879	5.4111	-0.0182	0.0678	0.0251
Si	8.3816	-1.3426	5.3739	0.0257	0.0154	0.0393
Si	8.3716	2.5282	5.3307	-0.0251	-0.0041	-0.0068
Si	2.5723	6.517	6.7506	-0.0042	-0.0393	0.046
Si	2.5522	-1.3672	6.7463	0.0225	-0.0103	0.0318
Si	2.57	2.5807	6.6658	-0.0038	0.0425	0.0127
Si	6.4284	6.5217	6.7349	-0.0175	-0.0336	-0.0305
Si	6.418	-1.3748	6.7272	0.02	-0.0341	-0.0523
Si	6.4101	2.5512	6.6441	-0.0833	0.0352	-0.0836
Si	10.3458	6.4973	6.7574	-0.0543	-0.0453	0.0042
Si	10.3254	-1.3614	6.7396	0.0341	0.1573	0.0248
Si	10.338	2.5231	6.6538	0.0742	-0.049	-0.0827
Si	2.5623	8.3676	8.2879	0.0327	0.0017	0.0532
Si	2.5276	0.6232	7.9801	-0.0165	-0.0724	0.0104
Si	2.5895	4.5405	8.0118	-0.0377	0.068	0.0335
Si	6.4071	8.3723	8.2566	-0.0189	-0.006	0.0567
Si	6.3854	0.6041	7.9717	0.0711	-0.0729	0.0577
Si	6.4191	4.514	7.9377	0.0298	0.054	0.029
Si	10.3381	8.3662	8.27	0.0042	-0.0145	0.0078
Si	10.2901	0.5976	8.0091	-0.008	-0.1041	0.058
Si	10.3997	4.49	7.9576	-0.0114	0.1633	0.0322
Si	12.2508	8.3439	9.7754	0.0252	0.0735	0.1593
Si	12.2144	0.5889	9.3564	0.0047	-0.0626	-0.2456
Si	12.2885	4.5791	9.4013	0.0205	0.1222	-0.0983
Si	4.4906	8.3807	9.7411	-0.009	-0.0133	0.1279
Si	4.4475	0.6099	9.312	-0.0375	-0.1434	-0.2815
Si	4.5325	4.6018	9.35	-0.0241	0.1692	-0.2202
Si	8.365	8.3413	9.6401	0.0082	0.0625	0.1176
Si	8.32	0.5542	9.3022	0.0021	-0.1582	-0.3227
Si	8.4055	4.4371	9.1607	-0.0023	0.0787	-0.3694
Si	12.3852	6.2623	11.1429	-0.0802	-0.1243	0.1708
Si	12.1703	-1.1146	10.9989	0.0174	0.0102	0.1511
Si	12.2325	2.5709	10.5478	0.0027	-0.0132	0.176
Si	4.5954	6.2871	11.0555	0.1366	-0.0062	0.1222
Si	4.3735	-1.0816	10.95	-0.065	0.0243	0.0764
Si	4.5065	2.6031	10.4824	0.0234	-0.0411	0.1466
Si	8.4618	6.1466	10.6867	-0.0367	0.0185	0.0305
Si	8.2626	-1.1535	10.9223	-0.0617	0.042	0.1007
Si	8.3846	2.5344	10.4659	-0.0089	0.0554	0.1799
Si	2.8224	5.6345	12.5618	0.1335	-0.213	0.204
Si	2.4627	-0.4353	12.324	-0.0844	0.1141	0.4174
Si	2.5955	2.6118	11.7794	-0.0717	0.0112	0.5989
Si	6.6636	5.6546	12.1456	0.0827	-0.1514	0.3204
Si	6.2861	-0.465	12.1679	0.057	0.1943	0.3912
Si	6.4539	2.6082	11.7357	0.0497	0.0191	0.7254
Si	10.2934	5.5798	12.0937	-0.0598	-0.2618	0.3902
Si	10.1655	-0.5977	12.2314	-0.0264	0.2835	0.3239
Si	10.2785	2.4993	11.8111	0.0317	-0.0479	0.6808
Si	4.5831	2.501	21.8506	-0.0796	0.0932	-0.2953
Si	-1.3758	0.358	22.7121	0.0237	0.1193	-0.3435
Si	4.8057	5.6573	18.2448	-0.0497	0.0626	0.0577
Si	6.4244	-0.9281	15.1393	0.0118	0.0721	0.5416
Si	11.7216	9.1318	19.0632	-0.0298	-0.0352	-0.334
Si	9.3942	4.8215	21.0969	0.148	-0.1804	-0.5623
Si	4.4336	2.8378	18.9465	-0.0338	0.0303	-0.2025
Si	2.5365	8.4459	17.308	-0.0159	0.0057	0.2589
Si	9.5167	5.03	16.5995	0.1803	-0.1508	0.3475
Si	4.5602	12.2479	16.7315	-0.0077	-0.109	0.1088
Si	10.79	2.2121	20.5113	-0.1183	0.2207	-0.4779
Si	1.5996	3.6829	21.9565	-0.1694	0.1007	-0.5115
Si	2.2207	4.8039	19.3637	-0.0629	0.041	-0.1691
Si	8.5421	6.6332	14.3069	-0.0332	-0.1828	0.2361
Si	0.7656	4.4285	16.7569	-0.0924	-0.0851	0.1438
Si	-2.1082	6.9385	19.0049	0.0383	-0.0218	-0.149
Si	10.5706	2.3133	17.389	-0.0562	0.0085	0.0062
Si	3.106	5.9065	15.7177	-0.181	-0.1255	0.6252
Si	5.2402	-2.0348	17.6191	0.0002	0.0333	0.1316
Si	10.2536	6.4444	23.3684	-0.098	-0.353	-0.1344
Si	-0.5623	11.0877	16.8071	-0.0664	0.1591	0.2287
Si	6.7692	4.7711	22.4392	0.1395	0.065	-0.405
Si	6.1475	-3.7612	22.6451	-0.0964	0.1919	-0.2638
Si	9.2388	9.6233	14.9358	0.0187	0.1577	0.4114
Si	2.1296	11.0059	15.4085	-0.0277	0.0649	0.5264
Si	-0.4456	-2.5255	22.1992	0.0303	0.254	-0.3703
Si	6.6326	7.9122	19.569	0.0935	-0.0315	-0.2781
O	4.5773	5.1206	-0.472	0.0117	-0.2029	0.1146
O	4.9684	3.0608	-2.0188	-0.0212	0.0844	0.504
O	3.3698	5.9259	19.0257	0.058	-0.1214	0.0415
O	12.1743	0.6857	0.1548	0.2461	0.0918	-0.1914
O	2.5595	1.2085	12.6849	0.0452	-0.3463	-0.3791
O	8.2133	0.6236	-0.2417	0.0024	0.0404	-0.0233
O	0.9703	4.9159	18.3187	0.0993	0.0005	0.0813
O	7.7936	5.0674	21.1884	-0.2838	0.0079	0.3385
O	2.8724	3.3176	19.1065	0.0754	-0.0029	0.0736
O	6.0153	8.1322	21.0502	0.0109	-0.0316	0.3646
O	3.0416	2.9689	22.0397	0.0369	0.0183	0.1043
O	0.7788	-2.6957	23.2617	0.0566	-0.0502	0.4857
O	7.6524	-1.3939	-1.7693	0.268	0.0079	0.2958
O	5.6012	3.7702	21.9607	0.0172	0.0187	0.217
O	9.0059	6.1096	17.7029	0.0268	-0.0605	-0.0946
O	4.2426	7.9571	-0.491	0.2413	-0.1496	0.4864
O	7.7786	5.8012	-1.3698	0.1549	0.1052	0.3646
O	3.2651	6.1643	14.1088	-0.1106	-0.0521	-0.6443
O	9.5821	3.2798	20.6806	0.005	0.0678	0.1758
O	10.2715	3.9621	12.674	0.0299	0.3053	-0.5721
O	2.6777	3.9733	12.7537	-0.0266	0.3101	-0.2663
O	5.986	-1.2478	13.6079	0.0585	0.1541	-0.3551
O	8.9064	6.3974	24.3354	-0.1712	-0.2023	0.0425
O	2.3038	-1.0635	13.8597	0.0764	0.0358	-0.4955
O	6.5207	4.0337	12.6514	-0.0368	0.2225	-0.5483
O	11.0111	2.0576	18.9268	0.0251	0.0405	0.1587
O	0.3337	2.851	16.6491	-0.0092	0.14	0.0172
O	2.1303	4.5986	15.9025	0.1666	0.0717	-0.1609
O	2.2662	7.1271	16.4099	0.0283	-0.0725	-0.2036
O	10.209	1.0492	12.7161	0.0465	-0.2234	-0.5874
O	12.1539	2.6701	21.2371	0.1184	0.0225	0.2232
O	4.6063	2.0203	17.5641	0.0075	-0.0195	0.0199
O	-1.3856	-1.2745	22.6651	-0.0533	-0.0438	0.0701
O	8.6453	8.1086	14.9926	-0.0282	-0.0523	-0.0596
O	5.8526	12.0944	15.7339	0.0448	-0.1589	-0.1916
O	6.1871	6.22	22.882	-0.0246	-0.0969	0.031
O	4.8129	1.9753	20.2948	-0.0179	0.0423	0.3082
O	7.1287	6.5463	13.4807	-0.1757	-0.1858	-0.1452
O	1.1126	4.0402	23.4691	-0.1208	0.1405	0.4674
O	0.6421	11.5336	15.7997	0.0843	-0.0465	-0.1864
O	9.8893	6.533	13.3848	0.1605	-0.1274	-0.1166
O	8.5582	5.346	15.3311	-0.1089	0.3024	-0.3423
O	10.0231	9.999	13.5545	0.1531	0.2021	-0.2424
O	4.8157	-3.145	23.3965	-0.0615	-0.0818	0.2899
O	5.8275	-2.127	16.094	0.0367	0.057	-0.167
O	4.0735	-3.1455	17.8459	0.0101	-0.0078	-0.0959
O	5.965	6.6681	18.7502	-0.0358	0.0221	0.0267
O	6.4312	1.1698	12.6205	-0.0447	-0.3398	-0.4644
O	9.4111	3.47	17.1585	0.0247	0.1189	-0.1044
O	-1.5069	5.8382	20.0384	-0.064	-0.0785	0.203
O	11.0917	5.307	16.2076	-0.0285	-0.0098	-0.0653
O	5.3454	4.1792	18.7156	-0.0808	0.0169	0.0116
O	8.042	10.6986	15.194	0.0088	-0.0131	-0.1497
O	8.2319	-3.902	19.6815	-0.083	0.0467	0.0923
O	4.6185	11.0492	17.8481	-0.0061	0.0457	-0.0494
O	6.3981	-2.3134	18.7178	-0.0396	-0.0663	-0.019
O	-1.5011	12.4388	16.8737	0.094	-0.1678	-0.0776
O	-1.001	-3.5495	18.6163	-0.0134	-0.0058	0.0665
O	3.2024	12.1578	15.8379	-0.0331	-0.0484	-0.1505
O	4.4919	5.7059	16.6125	-0.0826	0.0258	-0.288
O	1.7222	4.9744	20.9175	0.0297	-0.1839	0.254
O	10.2907	0.8147	21.1503	-0.0392	-0.1911	0.3998
O	11.6975	9.2981	20.6815	-0.0684	-0.0028	0.4053
O	10.1687	5.0576	22.5095	0.0639	0.1692	0.1617
O	-0.0491	0.9352	23.5073	0.1472	0.0288	0.3532
O	9.0413	2.6427	-1.6265	-0.1506	-0.038	0.3428
O	13.1674	8.5364	18.6094	0.007	-0.0125	-0.0745
O	-1.3476	-3.8873	22.354	-0.0625	-0.0391	0.251
O	-0.0986	10.5718	18.3015	0.0129	-0.0004	0.005
O	10.2532	9.8065	16.1954	-0.1377	-0.0859	-0.3472
O	2.3539	9.7016	16.3305	0.0252	0.0874	-0.2026
O	11.6352	6.3267	24.2587	0.0808	-0.1025	0.026

Results
free energy: -115334.715 eV
free energy less fixed offsets of O -569.03, Si -635.61 eV per atom: 1.815 eV
pressure: -0.03 GPa
stress xx, yy, zz, yz, xz, xy (GPa, positive in tension): -0.76, 0.37, 0.48, -0.13, -0.13, 0.35

The program warned: the cutoff lies below the one the program advises for these potential files.
